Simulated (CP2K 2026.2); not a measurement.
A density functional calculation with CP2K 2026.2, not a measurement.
Periodic cell of 534 atoms, Si358O176, from a study of silicon, its oxide and their interface. The atomic structure is a simulated model.
Doubt: the forces sum to 0.76 eV/angstrom along one axis rather than to zero, so they err by at least 0.0014 eV/angstrom per atom on average; the grid cutoff is modest.

Settings
functional: PBE
method: Gaussian and plane waves
basis set: DZVP-MOLOPT-SR-GTH
pseudopotentials: GTH-PBE
grid cutoff: 400 Ry, relative cutoff 50 Ry
k points: Gamma only
occupations: fixed
spin: none
net charge: 0

Cell vectors (angstrom)
a	16.4025	0	0
b	0	16.4025	0
c	0	0	35.5079

Atoms and the computed forces on them: element, x, y, z (angstrom), force x, y, z (eV/angstrom)
Si	-0.091	0.149	0.22	0.32	0.034	-0.114
Si	3.419	2.244	0.402	-0.228	0.135	-0.016
Si	-0.012	5.696	-0.503	0.06	-0.41	0.456
Si	2.194	8.844	-0.236	0.565	-0.326	0.056
Si	0.375	10.517	-0.125	-0.408	0.364	0.167
Si	3.064	13.382	-0.136	-0.267	-0.203	-0.34
Si	5.481	0.846	-0.22	0.476	0.492	0.096
Si	8.023	3.109	0.177	0.379	0.09	-0.353
Si	5.791	5.3	0.089	-0.096	-0.026	-0.332
Si	8.883	7.94	-0.185	0.064	-0.005	-0.022
Si	4.949	10.844	-0.282	-0.234	-0.02	0.368
Si	8.86	13.084	-0.198	0.14	0.205	-0.157
Si	11.587	-0.355	0.046	0.028	0.114	-0.35
Si	13.123	3.416	-0.03	-0.286	0.288	-0.09
Si	10.936	5.623	0.328	0.041	0.013	-0.12
Si	13.19	8.608	-0.116	-0.074	0.109	0.097
Si	11.136	10.931	0.288	0.134	0.162	-0.331
Si	13.924	13.883	0.303	-0.139	0.03	0.076
Si	1.504	1.367	1.52	0.066	-0.2	-0.088
Si	4.251	4.146	1.457	0.233	-0.074	-0.14
Si	1.481	6.864	0.988	-0.161	0.049	-0.038
Si	3.893	9.572	1.338	0.051	0.075	-0.275
Si	1.394	12.251	1.186	0.093	0.204	-0.03
Si	4.247	14.879	1.22	0.103	0.195	-0.122
Si	6.962	1.514	1.492	-0.236	-0.099	-0.298
Si	9.593	4.193	1.545	-0.205	-0.008	-0.312
Si	7.009	6.969	1.19	0.245	-0.018	-0.154
Si	9.729	9.505	1.448	-0.185	-0.135	-0.155
Si	7.208	12.312	1.305	-0.139	-0.198	0.045
Si	9.775	14.957	1.101	-0.006	-0.21	0.053
Si	12.387	1.515	1.304	-0.104	-0.061	0.066
Si	15.004	4.377	1.111	0.115	-0.02	-0.258
Si	12.351	7.028	1.493	-0.022	0.158	-0.279
Si	15.072	9.526	1.208	-0.172	-0.148	-0.234
Si	12.569	12.316	1.488	-0.08	0.192	-0.227
Si	15.224	15.124	1.707	-0.042	0.184	-0.152
Si	0.029	2.9	2.593	-0.096	0.119	-0.058
Si	2.883	-0.111	2.703	-0.192	-0.168	0.21
Si	0.047	8.108	2.557	-0.001	0.045	-0.101
Si	2.774	5.568	2.581	0.005	0.041	-0.003
Si	0.18	13.609	2.764	0.091	-0.173	0.106
Si	2.722	10.999	2.729	-0.073	0.046	0.128
Si	5.579	2.801	2.867	-0.018	0.055	0.258
Si	8.329	-0.068	2.578	0.217	-0.072	-0.044
Si	5.5	8.256	2.554	-0.026	-0.025	-0.03
Si	8.213	5.605	2.79	-0.106	0.02	0.061
Si	5.672	13.634	2.621	0.095	0.001	0.118
Si	8.31	10.855	2.755	-0.085	0.028	0.156
Si	10.941	2.718	2.765	0.12	-0.207	0.034
Si	13.75	0.166	2.797	-0.114	0.257	0.137
Si	11.009	8.251	2.91	0.013	0.005	0.209
Si	13.762	5.591	2.701	0.019	-0.038	0.222
Si	11.046	13.691	2.709	0.047	-0.037	0.043
Si	13.859	10.886	2.771	0.084	0.002	-0.024
Si	1.417	4.203	3.994	-0.101	0.003	0.012
Si	4.18	1.337	4.099	-0.057	0.109	-0.139
Si	1.352	9.543	4.026	0.087	0.092	-0.197
Si	4.165	6.879	3.983	0.03	-0.01	0.018
Si	1.501	15.002	4.12	0.232	-0.17	0.054
Si	4.208	12.329	4.038	-0.133	-0.03	-0.165
Si	6.898	4.197	4.191	0.007	-0.019	-0.068
Si	9.591	1.311	4.075	0.039	0.051	-0.01
Si	6.832	9.555	4.06	0.069	0.059	-0.102
Si	9.613	6.872	4.196	-0.091	0.024	-0.047
Si	6.957	15.03	4.029	-0.028	-0.031	-0.035
Si	9.669	12.278	4.088	0.106	0.165	-0.092
Si	12.355	4.147	4.05	0.064	-0.013	-0.152
Si	15.145	1.527	4.088	-0.086	-0.128	-0.036
Si	12.421	9.624	4.171	0.002	-0.107	-0.002
Si	15.136	6.874	4.108	-0.049	-0.102	-0.106
Si	12.369	15.113	4.1	-0.123	-0.005	-0.131
Si	15.165	12.295	4.125	-0.018	-0.034	0.022
Si	-0.001	-0.029	10.904	0.019	0.014	-0.003
Si	2.733	2.721	10.909	0.006	0.003	0.001
Si	-0.017	5.444	10.93	0.005	0.018	-0.006
Si	2.727	8.19	10.945	-0.01	0.011	-0.003
Si	0.002	10.93	10.91	0.018	0.013	0.001
Si	2.727	13.664	10.904	-0.001	0.039	0.003
Si	5.462	-0.005	10.907	0.018	0.003	0.009
Si	8.189	2.737	10.911	-0.043	0.028	0.002
Si	5.47	5.458	10.926	0.018	0.002	-0.005
Si	8.197	8.194	10.919	0.005	0.007	-0.002
Si	5.47	10.941	10.939	-0.001	0.027	-0.002
Si	8.211	13.677	10.932	0.005	0.006	0.002
Si	10.933	-0.002	10.93	-0.017	0.035	0.013
Si	13.652	2.708	10.927	0.006	0.039	0.002
Si	10.918	5.459	10.916	0.001	0.029	-0.001
Si	13.658	8.199	10.92	0.009	0.019	0.013
Si	10.942	10.924	10.921	0.014	-0.022	0.008
Si	13.673	13.656	10.909	0.036	0.014	0.004
Si	1.356	1.342	12.263	-0.001	0.009	-0.016
Si	4.088	4.088	12.283	-0.016	-0.004	-0.008
Si	1.329	6.824	12.291	-0.024	-0.054	0.002
Si	4.09	9.573	12.298	0.026	-0.026	0.017
Si	1.352	12.299	12.277	-0.011	-0.038	-0.008
Si	4.081	15.035	12.271	-0.007	-0.018	-0.002
Si	6.813	1.371	12.271	0.01	-0.007	-0.023
Si	9.543	4.102	12.294	0.017	-0.017	-0.01
Si	6.831	6.827	12.296	-0.003	0.007	0.002
Si	9.564	9.561	12.283	-0.034	-0.014	-0.008
Si	6.831	12.321	12.296	0.033	0.02	0.01
Si	9.562	15.044	12.307	0.01	-0.013	0.015
Si	12.273	1.36	12.316	0.024	-0.018	0.014
Si	15.003	4.074	12.29	-0.021	-0.017	0
Si	12.265	6.836	12.279	-0.005	-0.052	-0.009
Si	15.021	9.573	12.276	0.011	0.022	-0.007
Si	12.304	12.291	12.286	-0.052	-0.026	-0.006
Si	15.027	15.009	12.285	-0.034	-0.023	-0.001
Si	-0.046	2.667	13.626	0.059	0.018	-0.005
Si	2.703	-0.021	13.646	-0.02	0.034	-0.006
Si	-0.056	8.188	13.652	0.019	0.015	0.016
Si	2.684	5.434	13.632	0.017	0.039	-0.006
Si	-0.04	13.619	13.665	0.033	0.025	0.004
Si	2.701	10.936	13.655	-0.049	0.044	0.006
Si	5.436	2.707	13.656	0.042	0.001	0.01
Si	8.164	0.017	13.651	-0.032	0.026	0.004
Si	5.453	8.194	13.652	0.01	-0.008	-0.005
Si	8.189	5.464	13.684	-0.017	0.003	0.042
Si	5.433	13.677	13.651	-0.009	-0.022	-0.007
Si	8.204	10.942	13.637	-0.014	-0.048	-0.033
Si	10.87	2.719	13.68	-0.056	0.06	0.007
Si	13.633	-0.052	13.651	0.015	0.036	-0.005
Si	10.896	8.183	13.673	-0.014	0.041	0.006
Si	13.602	5.44	13.63	0.011	0.023	-0.019
Si	10.927	13.649	13.652	0.026	0.002	-0.011
Si	13.654	10.914	13.663	0.046	-0.004	0.019
Si	1.309	4.039	14.973	-0.069	-0.056	-0.005
Si	4.048	1.351	15.03	-0.004	-0.001	0.053
Si	1.31	9.567	15.007	0.02	-0.024	0.002
Si	4.027	6.834	14.973	-0.03	-0.004	-0.014
Si	1.331	14.998	14.994	0.01	-0.036	0.061
Si	4.068	12.302	15.021	0.071	0.044	0.045
Si	6.81	4.069	15.016	-0.007	0	0.021
Si	9.498	1.357	15.071	0.033	-0.018	0.059
Si	6.841	9.576	14.99	0.034	0.071	0.001
Si	9.541	6.834	15.094	0.04	-0.04	0.071
Si	6.753	15.094	15.004	0.068	0.015	0.036
Si	9.549	12.307	15.019	-0.03	0.002	0.022
Si	12.228	4.104	15.027	0.057	0.012	0.028
Si	15.003	1.292	15.008	-0.068	-0.025	-0.003
Si	12.283	9.539	15.02	-0.051	-0.035	0.05
Si	14.933	6.821	14.988	-0.016	-0.102	-0.016
Si	12.285	14.983	15.046	-0.043	0.002	0.056
Si	14.995	12.263	15.074	-0.024	-0.079	0.087
Si	-0.077	-0.125	16.387	0.095	0.057	0.047
Si	2.627	2.675	16.385	0.026	0.011	0.055
Si	-0.112	5.399	16.261	-0.03	0.147	0.036
Si	2.677	8.209	16.356	0.025	-0.12	0.043
Si	-0.07	10.845	16.443	-0.018	0.081	0.145
Si	2.705	13.681	16.389	-0.11	-0.06	0.141
Si	5.391	0.015	16.456	-0.027	-0.009	0.04
Si	8.125	2.724	16.477	-0.105	0.098	0.039
Si	5.371	5.435	16.287	0.042	-0.092	0.017
Si	8.177	8.265	16.427	-0.177	0.179	0.234
Si	5.461	10.92	16.346	0.034	-0.094	0.189
Si	8.114	13.701	16.301	0.153	0.024	0.087
Si	10.865	-0.078	16.385	0.043	0.028	0.111
Si	13.58	2.656	16.301	0.034	0.008	0.123
Si	10.914	5.46	16.495	-0.11	-0.016	-0.003
Si	13.541	8.099	16.428	0.109	0.186	0.071
Si	10.975	10.967	16.37	-0.057	-0.041	0.049
Si	13.634	13.631	16.479	-0.033	0.026	-0.038
Si	1.259	1.243	17.74	0.058	-0.148	-0.079
Si	3.968	4.126	17.687	0.078	0.04	0.002
Si	1.202	6.806	17.589	-0.084	0.012	-0.212
Si	4.128	9.511	17.731	0.227	0.1	-0.055
Si	1.372	12.245	17.734	0.101	0.076	-0.122
Si	4.009	15.055	17.852	-0.09	0.055	0.106
Si	6.66	1.435	17.879	0.105	0.107	0.099
Si	9.529	4.086	17.839	0.098	-0.175	-0.04
Si	6.659	6.845	17.63	0.06	0.054	-0.128
Si	9.637	9.695	17.8	0.019	-0.201	-0.072
Si	6.771	12.377	17.683	-0.024	0.133	-0.333
Si	9.444	14.981	17.758	-0.093	-0.016	-0.091
Si	12.281	1.263	17.714	-0.016	-0.017	-0.089
Si	14.911	4.052	17.629	-0.09	0.022	-0.197
Si	12.209	6.833	17.973	0.041	0.066	0.197
Si	14.895	9.43	17.81	-0.124	-0.107	-0.208
Si	12.257	12.285	17.865	0.033	0.038	0.081
Si	15.044	14.921	17.875	0.11	-0.094	0.038
Si	-0.139	2.676	18.918	-0.026	-0.04	0.403
Si	2.563	-0.018	19.303	0.093	-0.134	0.133
Si	-0.178	7.948	19.099	-0.055	-0.239	0.359
Si	2.524	5.496	18.945	-0.067	-0.039	0.365
Si	0.068	13.501	19.243	0.024	-0.207	0.185
Si	2.756	10.85	19.047	-0.049	0.28	0.183
Si	5.171	2.843	19.241	-0.052	0.099	0.152
Si	8.009	-0.07	19.133	0.099	0.022	0.172
Si	5.246	7.985	19.173	-0.119	-0.023	0.363
Si	8.11	5.629	18.954	-0.161	0.05	0.049
Si	5.331	13.564	19.15	-0.065	0.016	0.216
Si	8.273	11.198	19.019	-0.143	0.385	-0.013
Si	10.873	2.531	19.122	-0.015	-0.048	0.231
Si	13.673	-0.06	19.158	0.007	0.191	0.355
Si	10.843	8.37	19.39	0.23	0.215	0.047
Si	13.612	5.261	19.187	0.021	-0.131	0.203
Si	10.79	13.635	19.22	-0.225	-0.01	0.053
Si	13.66	10.888	19.212	0.044	-0.017	0.06
Si	1.252	4.007	20.22	0.02	0.047	-0.037
Si	3.457	1.763	20.652	-0.154	0.305	-0.16
Si	1.291	9.416	20.129	0.081	-0.087	0.348
Si	3.35	7.139	20.428	0.068	0.078	-0.138
Si	1.576	14.617	20.702	0.028	-0.118	-0.336
Si	3.889	12.288	20.617	0.142	-0.165	-0.192
Si	6.657	4.39	20.29	0.047	-0.22	-0.015
Si	9.756	0.841	20.442	0.153	0.003	-0.182
Si	7.012	8.844	20.512	-0.647	-0.449	-0.051
Si	8.943	7.326	20.366	0.193	-0.167	-0.05
Si	6.688	14.891	20.509	-0.034	-0.039	-0.138
Si	9.022	12.755	20.674	0.314	-0.16	0.034
Si	12.493	3.558	20.489	-0.167	-0.079	0.12
Si	14.879	1.572	20.461	-0.072	-0.037	-0.19
Si	12.375	9.766	20.86	-0.072	0.015	-0.124
Si	15.352	6.102	20.57	0.258	-0.058	-0.375
Si	12.072	15.154	20.42	0.022	-0.029	-0.109
Si	15.538	11.652	20.468	0.112	0.021	0.049
Si	-1.66	-4.385	23.493	0.103	-0.225	0.206
Si	4.674	-0.253	22.815	0.215	-0.003	0.005
Si	-2.975	8.914	27.991	-0.073	0.033	-0.027
Si	1.742	10.887	27.44	0	0.128	0.021
Si	4.126	5.004	27.783	-0.034	0.038	0.079
Si	-0.304	16.292	22.737	0.053	0.079	-0.063
Si	5.059	5.883	22.637	-0.089	0.009	0.062
Si	10.405	6.739	23.002	-0.143	0.063	0.284
Si	5.051	4.284	25.161	0.211	0.054	0.224
Si	9.883	9.117	24.758	0.025	0.086	0.223
Si	5.296	8.3	24.583	-0.08	-0.027	0.225
Si	6.41	18.067	24.346	0.181	0.137	0.37
Si	8.554	-4.643	23.566	-0.039	0.095	0.23
Si	10.481	-8.215	27.406	0.006	0.019	0.147
Si	10.681	3.906	23.159	0.132	-0.226	0.084
Si	13.465	7.558	22.516	0.15	0.105	0.103
Si	12.115	10.706	23.829	-0.027	-0.01	0.224
Si	17.058	3.534	26.632	-0.049	-0.043	-0.01
Si	0.356	-0.512	25.613	-0.107	-0.124	0.337
Si	8.169	2.594	22.142	0.028	-0.054	-0.032
Si	6.393	6.454	26.666	0.04	0.055	0.024
Si	9.609	11.943	28.79	-0.071	0.121	0.044
Si	2.333	8.846	25.35	-0.008	0.108	0.002
Si	2.344	17.454	27.17	0.072	-0.007	0.19
Si	9.008	0.805	26.044	-0.02	-0.014	0.104
Si	10.306	-3.823	25.737	-0.09	0.074	0.149
Si	5.862	10.678	22.766	-0.009	0.057	0.061
Si	14.056	7.072	25.425	-0.01	-0.007	0.361
Si	4.993	11.586	31.299	0.177	0.085	-0.219
Si	4.15	14.969	26.967	-0.096	-0.16	0.173
Si	11.442	-1.041	25.446	-0.098	-0.061	0.17
Si	17.581	5.538	28.669	0.027	0.046	0.106
Si	17.759	11.599	24.589	0.058	-0.131	0.158
Si	16.995	6.36	25.941	0.108	0.181	0.061
Si	11.831	22.048	26.599	0.035	-0.052	0.105
Si	-1.069	-5.357	28.701	-0.045	0.171	-0.128
Si	3.015	-3.365	29.296	-0.03	-0.086	-0.039
Si	-2.252	2.457	27.11	-0.111	0.074	0.088
Si	-2.322	-0.51	27.062	0.026	-0.161	0.084
Si	0.61	14.062	31.161	-0.111	0.029	-0.362
Si	5.269	3.304	31.78	0.099	-0.01	-0.18
Si	8.42	-1.68	30.013	0.228	0.004	-0.042
Si	5.576	6.188	32.656	0.147	-0.193	-0.296
Si	7.572	1.81	33.096	-0.054	0.01	0.005
Si	6.694	16.212	27.993	0.088	0.071	0.01
Si	8.475	6.074	31.558	0.029	-0.164	-0.192
Si	11.316	2.788	25.817	-0.078	0.021	0.167
Si	13.38	-1.734	23.132	-0.168	-0.043	0.259
Si	8.717	6.257	28.736	-0.096	-0.047	-0.036
Si	15.492	5.379	30.84	0.086	-0.086	-0.225
Si	12.797	13.239	31.821	-0.146	0.215	-0.284
Si	14.181	9.401	30.755	-0.167	0.02	-0.17
Si	0.291	3.383	32.664	0.011	-0.008	-0.28
Si	2.836	2.169	33.188	-0.303	0.105	-0.3
Si	-5.08	10.835	31.156	-0.061	0.102	-0.139
Si	4.312	9.054	32.948	0.077	0.115	-0.189
Si	-1.841	13.873	29.404	0.028	-0.055	-0.016
Si	1.897	15.61	33.395	-0.056	0.117	0.019
Si	9.749	0.937	30.99	0.03	0.083	-0.137
Si	2.794	-2.243	24.503	-0.016	-0.127	0.286
Si	4.608	2.135	28.927	-0.048	-0.06	-0.078
Si	9.123	8.801	32.3	0.059	0.013	-0.312
Si	12.145	16.309	32.645	-0.22	-0.037	-0.278
Si	7.657	10.659	30.557	-0.032	-0.012	-0.171
Si	10.096	3.976	30.159	-0.051	0.005	0.002
Si	14.498	1.555	33.708	0.058	-0.1	-0.167
Si	14.803	7.476	33.094	-0.194	-0.019	-0.226
Si	12.977	4.564	29.159	-0.265	-0.055	0.013
Si	7.476	12.984	32.387	0.006	-0.203	-0.305
Si	15.425	12.516	33.403	-0.19	0.201	-0.155
O	0.652	-0.475	34.394	-0.11	-0.25	-0.012
O	-1.471	0.924	35.164	-0.029	-0.272	0.243
O	1.775	2.878	32.172	0.063	-0.022	-0.075
O	2.398	2.706	34.656	-0.1	0.051	-0.156
O	-0.48	7.148	34.269	0.003	-0.26	0.17
O	0.351	4.548	33.831	-0.146	0.244	0.228
O	2.92	8.664	33.735	-0.404	0.105	0.191
O	6.401	11.389	35.685	0.078	0.184	-0.175
O	-2.426	12.489	32.658	0.07	-0.402	-0.02
O	-0.399	11.105	33.987	0.172	-0.45	0.21
O	1.354	15.304	31.889	0.119	0.273	0.128
O	2.67	14.321	34.035	0.189	-0.213	0.075
O	6.39	0.939	33.867	-0.202	-0.184	0.082
O	5.097	-0.741	35.48	-0.469	-0.322	0.535
O	8.578	0.959	32.133	-0.09	0.091	0.229
O	8.558	2.438	34.251	-0.041	0.228	0.382
O	5.105	5.886	34.189	-0.33	0.165	0.465
O	6.867	4.145	35.075	0.077	0.105	0.538
O	8.696	8.801	33.889	-0.15	-0.328	0.24
O	7.226	6.138	32.609	-0.03	0.256	0.402
O	5.315	9.742	34.048	0.414	0.186	-0.051
O	3.972	12.107	34.747	-0.076	0.124	0.229
O	8.01	13.303	33.889	0.334	-0.099	0.205
O	12.33	14.725	32.285	-0.119	0.004	0.255
O	11.255	0.134	34	-0.229	0.173	0.337
O	12.765	-1.501	35.198	-0.037	0.272	0.068
O	13.557	2.854	33.983	-0.144	0.134	-0.121
O	11.953	4.567	35.005	0.549	-0.234	0.521
O	9.526	4.818	28.848	-0.142	0.176	-0.031
O	9.927	6.653	34.948	-0.214	0.038	0.057
O	17.143	6.652	27.551	-0.051	-0.107	-0.147
O	13.442	7.757	33.964	0.109	0.144	0.053
O	10.093	11.985	34.961	-0.187	-0.141	0.023
O	12.124	9.845	34.926	0.245	-0.12	0.472
O	11.508	12.25	31.957	-0.146	-0.056	0.312
O	15.091	13.486	34.687	0.086	-0.104	0.123
O	3.833	4.655	26.197	-0.001	0.18	0.003
O	1.306	7.594	25.175	0.02	0.052	-0.241
O	5.506	2.712	25.23	-0.262	-0.189	0.009
O	3.951	1.018	22.059	-0.153	0.023	-0.078
O	2.333	8.373	20.995	0.047	-0.163	-0.57
O	3.745	8.14	25.025	0.077	-0.322	-0.048
O	3.737	6.326	21.807	0.051	-0.155	-0.116
O	5.397	9.867	24.126	0.106	0.062	-0.073
O	0.738	15.198	22.049	0.187	-0.29	-0.146
O	-1.819	15.729	22.912	0.108	0.214	0.24
O	4.699	11.446	21.868	-0.398	0.311	-0.16
O	2.75	13.442	21.101	-0.213	0.412	0.18
O	6.189	5.274	21.622	0.057	-0.079	-0.302
O	9.435	6.483	21.724	-0.133	0.017	-0.205
O	10.964	-0.159	21.015	0.059	-0.011	-0.127
O	9.041	1.247	21.881	-0.263	-0.029	-0.024
O	1.889	10.062	24.325	-0.046	0.176	-0.08
O	6.605	9.462	21.972	0.253	-0.287	0.028
O	9.57	7.733	23.985	0.176	-0.267	-0.056
O	7.09	10.217	19.631	0.134	0.082	-0.095
O	5.719	15.428	21.765	0.247	-0.095	0.083
O	7.867	17.767	25.021	-0.012	0.192	-0.243
O	7.927	13.942	21.096	0.191	-0.165	0.07
O	9.358	12.104	22.175	-0.003	0.15	-0.045
O	11.595	3.986	21.818	0.003	0.178	-0.036
O	13.701	2.567	21.11	-0.154	-0.083	-0.256
O	15.916	1.135	21.692	-0.045	0.276	-0.037
O	14.017	-2.997	23.944	0.015	0.1	-0.098
O	13.604	8.827	21.489	0.135	0.078	-0.035
O	11.803	10.636	22.196	0.097	0.07	-0.419
O	16.575	5.027	21.059	-0.308	0.037	-0.451
O	14.527	6.45	21.964	-0.144	0.157	0.145
O	16.223	11.777	24.102	-0.009	0.172	-0.253
O	12.764	14.305	21.666	0.098	-0.126	-0.144
O	16.701	10.514	20.967	-0.063	-0.062	-0.487
O	14.849	12.125	21.882	-0.121	0.244	-0.263
O	0.213	0.387	24.228	0.12	0.182	-0.127
O	-7.441	-6.147	24.064	-0.22	-0.138	0.07
O	-1.919	0.957	27.618	0.259	0.17	0.057
O	2.375	-3.715	23.899	0.093	0.206	0.03
O	1.861	2.432	26.412	0.122	0.175	-0.192
O	2.314	2.97	21.069	0.032	-0.357	-0.524
O	5.208	6.237	27.791	-0.099	-0.02	-0.04
O	6.23	7.89	25.881	0.043	-0.115	0.023
O	1.366	11.872	26.199	0.122	0.252	0.04
O	2.391	9.501	26.858	-0.136	0.066	0.23
O	1.397	14.719	25.16	-0.041	-0.099	-0.213
O	2.772	11.689	28.404	0.184	-0.063	0.06
O	6.763	2.337	22.91	-0.161	0.078	-0.133
O	3.52	-1.282	23.388	0.111	-0.009	-0.186
O	11.032	-2.442	26.145	0.079	-0.147	0.04
O	11.22	2.768	24.191	0.14	0.129	-0.381
O	5.63	7.202	23.413	0.375	0.056	-0.025
O	7.766	3.216	20.703	0.324	-0.254	0.179
O	9.58	9.092	26.373	0.182	0.195	0.028
O	6.951	11.805	23.255	0.03	0.189	0.005
O	6.072	10.889	30.281	-0.006	0.139	-0.1
O	4.826	3.623	28.3	0.23	-0.091	-0.211
O	5.541	16.714	24.095	-0.104	-0.08	-0.179
O	5.808	17.523	28.451	0.131	0.206	-0.187
O	8.935	-3.65	24.83	0.014	-0.007	-0.237
O	11.498	-7.04	24.531	-0.014	-0.131	-0.113
O	14.098	-5.997	27.824	0.069	0.131	-0.023
O	15.257	-1.038	26.035	0.094	-0.18	-0.022
O	11.866	7.226	22.447	0.117	-0.189	-0.235
O	10.681	5.379	23.837	-0.15	0.176	0.09
O	14.957	6.177	32.144	-0.308	-0.094	0.009
O	17.467	4.807	25.675	0.032	-0.027	-0.185
O	13.938	8.006	26.752	0.098	0.055	-0.148
O	15.484	6.358	25.42	0.021	-0.132	-0.298
O	13.733	10.835	24.023	-0.013	-0.119	-0.311
O	13.875	7.915	24.052	-0.155	0.065	-0.188
O	-1.125	-3.741	28.58	-0.06	-0.14	0.034
O	-5.035	-4.523	24.695	0.213	0.045	-0.285
O	6.338	5.206	25.605	-0.105	-0.094	-0.151
O	3.094	1.535	28.575	0.069	0.185	0.086
O	0.652	4.054	28.2	0.034	-0.187	-0.035
O	-5.371	4.27	26.397	-0.098	-0.015	-0.079
O	4.105	10.32	31.886	-0.24	-0.018	0.25
O	4.077	12.634	30.461	0.225	0.049	0.281
O	0.371	10.495	28.213	0.045	-0.162	-0.155
O	-3.107	13.326	30.264	-0.184	-0.095	-0.047
O	3.564	14.286	28.361	-0.055	-0.027	-0.052
O	9.967	11.89	27.191	0.083	-0.026	-0.043
O	3.461	0.015	26.563	-0.146	-0.043	-0.329
O	4.609	4.692	23.655	-0.295	-0.209	0.026
O	8.12	0.228	27.293	-0.039	0.23	-0.009
O	10.099	1.936	26.522	0.01	0.165	0.161
O	9.683	7.592	28.699	-0.006	0.144	-0.038
O	9.096	3.647	22.929	-0.057	0.041	0.08
O	7.896	9.208	31.272	-0.193	-0.15	0.079
O	13.008	5.823	25.496	0.146	-0.043	-0.3
O	9.186	13.477	29.245	-0.03	-0.06	0.219
O	8.374	10.899	29.105	-0.198	0.07	-0.084
O	3.864	13.945	25.732	-0.128	-0.092	-0.209
O	7.849	14.293	31.483	0.16	-0.012	0.07
O	12.108	-1.154	23.972	0.187	0.096	-0.126
O	9.998	-0.273	25.318	0.171	0.142	-0.188
O	14.191	5.3	29.904	0.125	0.342	0.223
O	14.917	8.728	32.044	0.252	-0.006	0.228
O	19.231	5.447	28.678	0.014	-0.068	0.11
O	12.871	2.387	26.098	0.089	-0.147	-0.148
O	13.942	8.376	29.468	0.076	-0.183	0.18
O	7.799	6.339	30.079	-0.109	-0.222	0.144
O	13.975	14.917	28.338	-0.271	0.132	0.127
O	-0.479	3.901	31.334	-0.126	-0.01	-0.01
O	-0.485	2.013	33.076	-0.025	-0.035	-0.131
O	1.618	-2.972	30.046	-0.009	0.133	0.036
O	2.855	0.527	33.187	0.328	-0.007	0.23
O	-3.672	10.034	31.092	0.002	-0.206	-0.053
O	-0.888	3.017	26.376	-0.076	0.221	0.014
O	4.749	2.41	30.518	0.074	-0.118	0.104
O	0.434	5.972	30.067	-0.17	0.209	0.163
O	-0.73	14.58	30.374	0.034	0.251	0.185
O	-1.226	10.599	30.264	-0.008	-0.178	0.034
O	6.818	2.929	32.143	-0.037	0.236	0.004
O	4.323	2.765	32.98	0.134	0.068	0.184
O	11.284	0.717	31.514	0.229	0.157	-0.005
O	0.947	0.173	27.006	-0.049	-0.03	-0.047
O	7.833	6.35	27.388	0.085	-0.085	-0.181
O	5.097	4.944	31.655	-0.209	-0.038	-0.096
O	9.434	-0.391	30.083	0.031	-0.249	-0.036
O	9.73	2.371	30.162	0.144	0.044	0.011
O	5.749	15.273	27.047	-0.084	-0.281	-0.217
O	7.089	15.247	29.234	-0.266	-0.012	0.228
O	5.881	12.525	32.354	-0.02	0.126	0.33
O	4.958	7.677	32.276	-0.134	0.219	0.144
O	12.593	-0.402	26.405	-0.013	0.045	-0.218
O	13.665	0.52	32.758	0.354	0.027	0.207
O	12.439	5.684	28.109	0.184	-0.061	-0.052
O	10.852	-9.487	26.464	-0.155	-0.2	-0.209
O	9.375	4.689	31.47	-0.228	-0.08	0.231
O	9.534	7.265	31.917	-0.011	-0.021	-0.045
O	13.644	3.29	28.407	-0.056	-0.135	0.115
O	11.739	4.115	30.142	0.023	-0.167	0.196
O	8.256	11.744	31.642	0.256	-0.148	0.147
O	10.849	11.307	29.654	-0.04	0.058	0.17
O	10.333	9.833	31.963	-0.02	0.089	0.442
O	11.796	8.995	27.933	0.075	0.261	0.157
O	0.153	13.028	32.339	0.169	-0.047	0.237
Si	0.075	0.034	5.405	0.047	0.083	-0.078
Si	2.759	2.762	5.381	-0.037	-0.072	-0.046
Si	0.072	5.487	5.462	0.01	0.025	-0.057
Si	2.776	8.213	5.39	0.005	0.055	-0.056
Si	0.062	10.898	5.483	-0.015	-0.026	0.008
Si	2.848	13.645	5.474	-0.029	0.077	0.009
Si	5.561	-0.021	5.437	0.047	0.004	-0.026
Si	8.258	2.734	5.452	-0.022	-0.01	0
Si	5.461	5.532	5.471	-0.009	-0.025	-0.059
Si	8.201	8.238	5.488	-0.021	-0.057	-0.038
Si	5.504	10.938	5.436	0.022	-0.018	0.023
Si	8.272	13.654	5.439	0.031	-0.009	-0.053
Si	10.968	0.01	5.483	0.03	-0.008	-0.029
Si	13.711	2.799	5.459	0.064	0.063	0.009
Si	10.991	5.463	5.475	-0.02	0.017	0.038
Si	13.748	8.206	5.493	0.027	0.046	-0.011
Si	11.021	10.966	5.504	-0.008	0.067	-0.014
Si	13.74	13.694	5.428	0.029	0.01	-0.032
Si	1.412	1.396	6.794	0.003	0.001	-0.035
Si	4.105	4.115	6.796	0.016	0.027	-0.013
Si	1.43	6.858	6.812	-0.007	-0.037	-0.004
Si	4.119	9.577	6.799	-0.023	0.016	-0.039
Si	1.436	12.287	6.815	0.088	-0.086	0.013
Si	4.18	15.039	6.823	-0.006	-0.061	0.019
Si	6.88	1.374	6.816	-0.03	0.03	-0.018
Si	9.611	4.095	6.829	0.079	-0.075	0
Si	6.835	6.869	6.847	0.007	0.014	0.027
Si	9.6	9.598	6.831	-0.02	0.012	0.002
Si	6.876	12.302	6.806	-0.01	0.017	-0.026
Si	9.602	15.034	6.832	0.019	-0.016	-0.002
Si	12.342	1.399	6.816	-0.023	-0.012	-0.034
Si	15.082	4.138	6.832	-0.053	-0.017	0.01
Si	12.349	6.84	6.835	-0.004	-0.039	-0.013
Si	15.089	9.566	6.862	-0.022	0.029	0.026
Si	12.373	12.35	6.838	-0.048	-0.008	-0.005
Si	15.095	15.073	6.787	-0.039	-0.033	-0.037
Si	0.023	2.733	8.181	-0.014	-0.013	0.013
Si	2.771	0.007	8.156	0.04	0.061	-0.005
Si	0.043	8.187	8.206	0.014	0.048	0.001
Si	2.753	5.469	8.191	-0.019	-0.009	0.012
Si	0.039	13.67	8.148	0.008	0.036	-0.013
Si	2.767	10.922	8.199	-0.022	0.028	0.004
Si	5.479	2.74	8.159	-0.009	-0.027	-0.005
Si	8.225	-0.001	8.19	-0.005	0.012	0.005
Si	5.463	8.222	8.205	0.034	-0.004	0.001
Si	8.212	5.468	8.172	-0.042	0.006	-0.011
Si	5.511	13.658	8.193	-0.004	0.034	0.002
Si	8.223	10.947	8.201	0.039	0.019	0.002
Si	10.961	2.731	8.2	0.006	0.061	0.023
Si	13.699	0.008	8.168	0.013	0.004	0.012
Si	10.952	8.202	8.183	0.003	-0.012	-0.012
Si	13.696	5.471	8.208	0.02	0.029	0.009
Si	10.967	13.678	8.202	0.016	0.018	0.015
Si	13.704	10.944	8.194	0.015	-0.015	0.004
Si	1.372	4.103	9.555	0.005	0.008	-0.014
Si	4.115	1.374	9.534	-0.019	-0.005	0.004
Si	1.39	9.565	9.566	0.005	-0.025	0.003
Si	4.105	6.837	9.571	0.003	-0.003	-0.002
Si	1.389	15.04	9.521	-0.017	-0.034	-0.009
Si	4.122	12.303	9.556	0.013	-0.033	0.002
Si	6.835	4.106	9.537	0.021	-0.009	-0.007
Si	9.579	1.37	9.56	0.027	-0.023	0.008
Si	6.84	9.583	9.565	-0.021	-0.013	-0.002
Si	9.57	6.835	9.543	0.006	-0.023	-0.001
Si	6.855	15.039	9.558	0.002	-0.014	0.001
Si	9.588	12.313	9.567	-0.017	-0.003	0
Si	12.313	4.101	9.565	0	-0.031	0.004
Si	15.047	1.365	9.551	-0.014	-0.01	0.005
Si	12.315	9.575	9.545	-0.017	0.024	-0.001
Si	15.051	6.837	9.569	-0.022	-0.04	0.002
Si	12.323	15.054	9.556	-0.018	-0.015	0.005
Si	15.067	12.317	9.539	-0.026	-0.022	0.002

Results
total energy: -115456.268 eV
total energy less fixed offsets of O -438.04, Si -107.15 eV per atom: -1.528 eV
